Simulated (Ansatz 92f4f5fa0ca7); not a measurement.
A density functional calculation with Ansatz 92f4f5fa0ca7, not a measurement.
Periodic cell of 178 atoms, Si99O79, from a study of silicon, its oxide and their interface. The atomic structure is a simulated model.

Settings
functional: PBE
potential files: Ansatz PAW
basis: plane waves
wave-function cutoff: 700 eV
density cutoff ratio: 5
exchange-correlation grid ratio: 2
k mesh: 2 x 2 x 1, shifted by 0.5 0.5 0.5 of a step
self-consistency stop: 5e-08 eV per atom in the density residual
occupations: Fermi-Dirac, 0.05 eV
spin: none
net charge: 0

Cell vectors (angstrom)
a, 11.5983, 0, 0
b, 0, 11.5983, 0
c, -1.5092, 2.7111, 24.5976

Atoms: element, x, y, z (angstrom)
Si, -0.3849, 7.0416, -0.6348
Si, 9.0615, -0.2579, -1.8804
Si, 9.3434, 3.4892, 1.32
Si, 3.2506, 6.4879, 0.0972
Si, 3.2023, -0.9573, -1.225
Si, 3.3604, 3.5872, -0.7335
Si, 7.8723, 8.1446, 0.4116
Si, 6.0115, -0.1715, -0.9357
Si, 10.9447, 3.8284, -0.3672
Si, 1.7479, 8.1473, -0.1941
Si, 1.9312, -0.5402, 1.4541
Si, 2.0301, 3.117, 1.1617
Si, 6.0224, 7.1028, 1.3536
Si, 6.4776, -0.8824, 1.2308
Si, 6.8215, 3.2641, 1.3806
Si, 9.8653, 7.258, 1.2906
Si, 10.4151, -0.3753, 1.105
Si, 8.9943, 8.33, -2.4224
Si, 2.0117, -2.6917, 2.3147
Si, 2.2954, 1.374, 2.6725
Si, 2.2687, 4.9227, 2.6569
Si, 5.8645, 8.9781, 2.7209
Si, 6.3959, 1.2288, 2.5425
Si, 6.1693, 5.1773, 2.7117
Si, 9.9709, -2.3998, 2.5519
Si, 10.0138, 1.5193, 2.5244
Si, 9.8783, 5.3381, 2.694
Si, 0.2848, 8.9666, 3.923
Si, 0.3237, 1.3863, 3.9376
Si, 0.2999, 5.2722, 4.0017
Si, 3.868, 8.9656, 3.8739
Si, 4.3113, 1.3337, 3.8737
Si, 4.1538, 5.0565, 4.0888
Si, 7.9909, 9.0099, 3.9766
Si, 8.2005, 1.3117, 4.0299
Si, 8.0487, 5.3279, 4.165
Si, 0.2547, 7.1694, 5.4998
Si, 0.3425, -0.6634, 5.2198
Si, 0.3052, 3.2776, 5.3107
Si, 3.9982, 7.1181, 5.3618
Si, 4.1257, -0.6275, 5.1747
Si, 4.2477, 3.1458, 5.4363
Si, 8.026, 7.1837, 5.5986
Si, 8.1043, -0.6647, 5.2891
Si, 8.1683, 3.296, 5.3716
Si, 2.1723, 7.1221, 6.9479
Si, 2.2595, -0.6167, 6.6359
Si, 2.1865, 3.2589, 6.7234
Si, 5.9134, 7.2384, 6.7394
Si, 6.1052, -0.5589, 6.5222
Si, 6.2427, 3.2512, 6.699
Si, 10.013, 7.0656, 7.0493
Si, 10.0271, -0.8482, 6.6072
Si, 10.0892, 3.2424, 6.7758
Si, 2.1251, 1.3055, 8.0292
Si, 1.6771, 5.1031, 8.1972
Si, 2.2898, 9.1985, 8.2543
Si, 6.2445, 1.3122, 7.9887
Si, 5.7389, 5.1795, 7.9338
Si, 6.1245, 9.2811, 8.0271
Si, 11.7964, 0.6578, 9.3081
Si, 10.6599, 5.0236, 8.2831
Si, 10.0158, 9.0816, 8.3782
Si, 10.0449, 1.1224, 7.799
Si, 9.6361, 4.4218, 10.4504
Si, 11.9938, 9.8884, 9.517
Si, 4.2011, 1.239, 9.1167
Si, 4.2739, 4.3014, 9.6802
Si, 4.3398, 9.7788, 9.5427
Si, 8.233, 0.7254, 9.2467
Si, 9.6172, 2.0314, 10.7799
Si, 7.9919, 9.9104, 9.3948
Si, 7.1233, 8.7125, 14.5379
Si, 9.2578, 4.8568, 21.5116
Si, 10.0765, 7.7368, 14.1987
Si, 5.1785, 7.1586, 21.3848
Si, 12.3171, 3.246, 14.1857
Si, 5.1967, 9.9113, 20.6347
Si, 10.9659, 9.5299, 16.3598
Si, 4.1375, 5.6841, 23.9613
Si, 4.2863, 2.1711, 17.5452
Si, 7.4244, 6.1243, 19.552
Si, 6.7475, 4.0923, 17.5888
Si, 9.6091, 1.7439, 13.7671
Si, 1.8219, 10.0904, 14.8763
Si, 3.2203, 11.7881, 19.4449
Si, 6.7492, 5.5858, 10.6223
Si, 8.5958, 11.2005, 15.6318
Si, 11.5765, 5.742, 12.656
Si, 6.3174, 6.8451, 16.9917
Si, 1.9004, 9.4063, 17.7581
Si, 11.8376, 2.4599, 16.8743
Si, 1.9653, 2.9022, 19.2641
Si, 4.0985, 7.7662, 18.8627
Si, 6.2929, 8.5741, 11.6095
Si, 2.5085, 1.338, 15.2755
Si, 0.7601, 4.2352, 21.6819
Si, 8.8131, 2.268, 16.408
Si, 12.2964, 8.6091, 12.4782
O, 4.8205, 6.9627, 0.1997
O, 12.0433, -0.3637, 0.6844
O, 9.7097, -0.1601, -0.3837
O, -0.1766, 5.3848, -0.6495
O, 4.7921, -1.0516, -1.6359
O, 3.1785, -0.4697, 0.3416
O, 0.5221, 2.9894, 0.4269
O, 7.4252, -0.1152, -1.7974
O, 9.7312, 0.8994, -2.8337
O, 2.6927, 6.1417, 1.6045
O, 2.7245, 4.9054, 9.5601
O, 6.9657, 5.6599, 9.0027
O, 6.6647, 6.8992, 20.7616
O, 8.477, 7.9227, 14.0979
O, 11.8623, 9.2967, 17.7082
O, 0.87, 2.8523, 22.5187
O, 10.6429, 3.1468, -1.8104
O, 10.592, 8.0674, 15.7161
O, 2.3743, -2.3656, -1.322
O, 2.4968, 9.4121, 16.2169
O, 1.3122, 1.2985, 16.4186
O, 3.1598, 5.2197, -0.945
O, 2.2452, 1.4177, 19.9434
O, 5.0334, 6.2317, 22.6843
O, 7.8678, 8.1394, -1.243
O, 6.7063, 10.5371, 20.8106
O, 4.9962, 9.1242, 19.1938
O, 2.6183, 11.4778, 14.5627
O, 11.9713, 3.6544, 15.7518
O, 12.5012, 4.5696, 13.2852
O, 9.4373, 0.2228, 14.3587
O, 11.2016, 1.4462, 10.6918
O, 4.0117, 11.0518, 20.6814
O, 3.225, 3.2116, 18.2566
O, 4.2448, -0.1908, 10.0255
O, 12.5337, 7.0005, 12.2339
O, 5.2729, 4.872, 10.8886
O, 4.2068, 2.6603, 10.0117
O, 10.322, 1.898, 16.9104
O, 4.3677, 0.8177, 18.456
O, 6.6549, 4.7416, 19.0917
O, 12.3171, 9.4303, 11.0956
O, 10.4954, 6.2129, 13.8047
O, 2.3021, 10.7289, 18.6164
O, 5.7199, 2.8714, 17.4566
O, 7.8688, 9.7803, 0.8399
O, 6.4533, 7.8686, 15.7536
O, 8.9631, 1.8016, 12.2836
O, 4.8427, 8.9489, 10.9149
O, 8.2235, 3.4507, 17.3369
O, 6.168, 8.8185, 13.2258
O, 6.6836, 7.0155, 11.3707
O, -1.2663, 7.4634, -2.0155
O, 4.8169, 7.0329, 17.6091
O, 8.8525, 2.7458, 14.8316
O, 9.418, -1.6988, -2.5817
O, 8.1291, 4.7972, 11.0664
O, 7.9625, 0.8583, 16.4778
O, 2.7383, 2.8305, -2.077
O, 12.1868, 2.9231, 18.3858
O, 5.4085, 1.359, -0.8559
O, 7.4534, 7.072, 18.1938
O, 3.886, 1.7662, 16.0175
O, 7.4233, 10.22, 15.0842
O, 5.01, 8.7459, 21.784
O, 1.83, 9.1541, 13.5403
O, 10.784, 5.1718, 11.3706
O, 8.8751, 5.6873, 20.1454
O, 6.4638, 5.2875, 16.4991
O, 2.1491, 2.4559, 14.143
O, 11.164, 2.2263, 13.639
O, 4.0879, 6.8185, 20.2029
O, 2.5526, 8.1128, 18.5025
O, 7.5204, 9.4673, 10.9634
O, -0.8105, 4.3646, 21.2655
O, 10.7921, 8.7484, 13.1277
O, 9.5897, 10.3517, 16.6188
O, 11.864, 10.3863, 15.2899
O, 1.7464, 4.0566, 20.3835

Results
free energy: -107872.623 eV
free energy less fixed offsets of O -569.03, Si -635.61 eV per atom: 6.137 eV
pressure: -0.58 GPa
stress xx, yy, zz, yz, xz, xy (GPa, positive in tension): 1.02, 0.3, 0.42, -0.13, 0.15, 0.37

Forces (eV/angstrom), in the order of the atoms: element, x, y, z
Si, -0.7442, -0.1974, -0.0616
Si, 0.318, -0.0517, -0.1576
Si, -0.5131, -0.1652, 0.2832
Si, 0.3362, -0.0063, -0.1788
Si, -0.1805, 0.1391, 0.0855
Si, 0.2488, -0.1633, -0.3555
Si, 0.307, -0.4188, -0.2023
Si, -0.1667, 0.3125, -0.2588
Si, -0.1225, -0.0579, -0.1401
Si, 0.2703, 0.3679, -0.1757
Si, -0.0323, 0.1335, 0.0448
Si, -0.1887, -0.262, 0.1502
Si, -0.155, 0.0623, -0.2305
Si, 0.0802, -0.1649, 0.3347
Si, 0.5503, 0.2949, 0.1653
Si, -0.0325, 0.165, -0.0686
Si, 0.1432, 0.0649, -0.0378
Si, -0.2352, -0.026, -0.0116
Si, -0.1531, 0.2857, -0.2788
Si, -0.0322, -0.0413, 0.0134
Si, -0.0679, 0.1006, 0.2135
Si, 0.0841, -0.0194, 0.3906
Si, -0.1557, -0.0841, 0.2299
Si, -0.0133, -0.2083, 0.1658
Si, 0.1926, 0.2361, 0.14
Si, -0.0875, -0.1837, -0.223
Si, -0.0574, 0.1947, 0.0227
Si, -0.223, 0.1624, -0.0944
Si, -0.035, -0.0287, 0.208
Si, -0.0606, -0.1123, -0.0466
Si, -0.0654, 0.1181, 0.0339
Si, 0.1039, -0.091, -0.1168
Si, 0.2824, 0.0651, -0.1273
Si, 0.0223, 0.0292, -0.1943
Si, 0.1843, -0.0301, 0.0033
Si, -0.0049, -0.1017, -0.135
Si, 0.0438, -0.0071, -0.0949
Si, 0.1276, -0.1326, 0.0167
Si, 0.1572, 0.0088, -0.187
Si, -0.0643, -0.0644, -0.0218
Si, -0.0546, -0.0455, 0.1468
Si, -0.0785, 0.0629, 0.0328
Si, 0.0286, 0.0144, 0.0347
Si, -0.1767, -0.056, 0.0056
Si, -0.0046, 0.0405, -0.021
Si, -0.0856, 0.1664, 0.041
Si, -0.1636, 0.1537, 0.0237
Si, -0.065, 0.0632, -0.0703
Si, -0.0477, 0.106, -0.0955
Si, 0.0671, 0.0938, -0.2665
Si, -0.019, 0.0683, -0.1034
Si, -0.0036, -0.0549, -0.0661
Si, 0.1679, -0.0951, -0.1671
Si, 0.0175, 0.1215, -0.0103
Si, 0.0434, -0.2897, 0.0266
Si, 0.5797, -0.1909, 0.1442
Si, 0.1983, 0.0944, -0.0339
Si, 0.2258, -0.2837, -0.007
Si, 0.2024, -0.0001, 0.2163
Si, -0.2191, -0.0049, 0.1238
Si, -0.2194, 0.5324, -0.1458
Si, -0.2624, 0.1274, -0.108
Si, 0.1008, 0.2843, -0.0484
Si, 0.0434, -0.2349, -0.0731
Si, 0.2163, 0.0083, -0.0032
Si, 0.1058, -0.5828, 0.0482
Si, -0.0467, 0.0132, 0.6435
Si, -0.0699, -0.3313, -0.0961
Si, 0.3061, 0.1879, 0.1547
Si, -0.0808, 0.2815, -0.0412
Si, -0.3134, -0.2269, -0.1164
Si, -0.1736, -0.2808, 0.2664
Si, 0.2099, -0.0213, 0.2069
Si, 0.1287, -0.0036, -0.206
Si, -0.0928, -0.0553, 0.1065
Si, 0.0751, 0.1602, -0.2375
Si, 0.135, 0.0447, 0.1852
Si, -0.0463, -0.0899, -0.1288
Si, -0.0818, -0.0733, -0.0247
Si, -0.0734, 0.0677, -0.2583
Si, -0.1, -0.04, 0.0077
Si, 0.1023, 0.0092, -0.0483
Si, 0.0018, 0.0519, 0.0886
Si, 0.0043, 0.0114, 0.2875
Si, 0.0254, 0.1036, 0.1238
Si, 0.0471, -0.1115, -0.0545
Si, 0.0781, -0.1252, 0.137
Si, -0.1159, -0.09, 0.0671
Si, -0.0516, 0.1137, 0.4139
Si, 0.0396, 0.1519, 0.1014
Si, 0.1614, -0.0221, 0.0974
Si, 0.0927, 0.0606, 0.1459
Si, -0.0613, -0.0725, -0.0762
Si, 0.0866, 0.1311, -0.056
Si, -0.0652, 0.2387, 0.0177
Si, 0.0122, 0.0064, 0.0413
Si, -0.159, -0.2881, -0.2206
Si, -0.0317, 0.0637, 0.1067
Si, -0.1806, -0.1468, 0.376
O, -0.1443, -0.1048, 0.0695
O, -0.0053, -0.2265, 0.3338
O, -0.0251, -0.0563, 0.169
O, 0.2182, 0.0998, -0.1176
O, 0.1435, -0.0158, -0.1561
O, -0.1851, -0.1078, 0.0814
O, 0.2065, 0.2728, -0.0982
O, -0.2748, -0.0481, 0.0745
O, -0.1274, -0.1185, 0.1564
O, -0.0385, 0.024, 0.145
O, -0.3556, 0.0569, -0.1901
O, -0.0657, 0.0285, -0.0604
O, -0.0257, -0.0299, 0.0456
O, 0.0335, 0.0255, -0.0797
O, 0.0149, 0.0129, -0.03
O, 0.1168, -0.1165, 0.06
O, 0.1153, 0.0495, 0.1165
O, 0.0389, 0.0412, -0.0403
O, -0.1829, -0.0654, 0.1872
O, -0.0686, 0.0359, -0.0402
O, 0.0047, -0.0405, -0.0808
O, 0.0095, -0.0888, 0.0367
O, 0.0527, 0.0481, 0.0072
O, -0.2141, -0.0693, 0.3175
O, 0.0793, 0.1584, 0.1108
O, 0.0934, 0.0709, 0.1129
O, -0.0263, 0.0172, 0.0525
O, -0.0339, -0.031, 0.0196
O, -0.0045, -0.0518, -0.1342
O, -0.0362, 0.0213, -0.1334
O, 0.0245, 0.0288, -0.0476
O, -0.2269, -0.0843, -0.0324
O, 0.0415, 0.0274, 0.0254
O, -0.0394, -0.0372, 0.0164
O, -0.062, -0.3162, -0.4674
O, 0.0391, 0.003, -0.1244
O, 0.1622, 0.0333, -0.0094
O, -0.0269, 0.4505, -0.1785
O, -0.0877, -0.0351, -0.0207
O, -0.0746, 0.0474, 0.0007
O, 0.0032, -0.022, -0.067
O, -0.0198, 0.2194, -0.3261
O, 0.0834, -0.0238, -0.1508
O, -0.0324, 0.0328, -0.041
O, 0.0315, 0.0096, -0.0495
O, -0.175, 0.0586, 0.0486
O, -0.0265, 0.0051, -0.073
O, 0.2144, 0.0551, -0.0017
O, -0.1359, 0.0599, -0.0991
O, 0.0192, -0.0499, -0.0585
O, -0.0611, 0.0012, -0.2528
O, 0.056, -0.1627, -0.065
O, 0.4388, -0.0185, 0.3049
O, -0.0637, -0.0459, 0.0081
O, 0.0054, -0.037, -0.0305
O, -0.0757, 0.0417, 0.1201
O, -0.0425, 0.1435, 0.0182
O, 0.093, 0.0132, -0.0469
O, 0.0782, 0.3057, 0.3645
O, 0.057, -0.0254, -0.0362
O, 0.2114, -0.2578, -0.0952
O, -0.0915, -0.0757, 0.0016
O, -0.0092, -0.0177, -0.0074
O, -0.0016, 0.0135, -0.0406
O, -0.0344, -0.0795, 0.0319
O, -0.005, -0.0428, -0.1763
O, -0.2276, -0.1285, -0.0827
O, -0.0329, -0.0439, 0.1139
O, -0.008, -0.0599, 0.0027
O, -0.102, -0.0308, 0.0434
O, -0.0011, -0.0383, -0.0376
O, -0.0231, 0.0112, 0.0464
O, -0.0282, 0, -0.0331
O, 0.0847, 0.1046, -0.2615
O, 0.1079, 0.0626, 0.1167
O, 0.0798, 0.0737, -0.1014
O, 0.0608, 0.0245, -0.0018
O, 0.056, -0.0061, -0.0486
O, 0.0325, 0.0805, 0.1287

The program warned: the cutoff lies below the one the program advises for these potential files.
